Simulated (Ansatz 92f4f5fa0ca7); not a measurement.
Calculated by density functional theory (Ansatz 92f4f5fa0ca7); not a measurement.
Periodic cell of 252 atoms, Si132O88H32, with a vacuum gap, from a study of silicon, its oxide and their interface. The atomic structure is a simulated model.

Settings
functional: r2SCAN
potential files: Ansatz PAW
basis: plane waves
wave-function cutoff: 800 eV
density cutoff ratio: 5
exchange-correlation grid ratio: 1
k mesh: 1 x 1 x 1, shifted by 0.5 0.5 0 of a step
self-consistency stop: 1e-11 eV per atom in the density residual
occupations: fixed
spin: none
net charge: 0
applied field: sawtooth along c, amplitude +0.015 V/angstrom in the program's sign convention, ramp centred at 0.9886 of c and 0.0228 of c wide, no dipole correction

Cell vectors (angstrom)
a, 10.88, 0, 0
b, 0, 10.88, 0
c, 0, 0, 43.8545

Atoms and the computed forces on them: element, x, y, z (angstrom), force x, y, z (eV/angstrom)
Si, -0.1817, 0.0173, 30.3678, 0.014, -0.0042, 0.0222
Si, 3.0045, 2.3986, 30.0347, 0.0053, 0.0059, 0.011
Si, -0.2916, 5.8467, 30.105, 0.0049, 0.0019, 0.0287
Si, 3.0182, 8.15, 30.3665, -0.005, 0.0066, 0.0204
Si, 5.2859, 0.174, 30.2657, 0.0039, -0.002, 0.0286
Si, 8.7947, 2.523, 30.0793, -0.011, 0.0125, 0.0249
Si, 4.9604, 5.6799, 30.1325, -0.0049, -0.0008, 0.0249
Si, 8.572, 8.2769, 29.8243, 0.0022, -0.0059, 0.0274
Si, 1.437, 1.3226, 31.4676, -0.0098, -0.0076, -0.0071
Si, 3.9575, 4.0388, 31.4132, 0.0016, -0.0042, -0.0208
Si, 1.3341, 6.9115, 31.4366, -0.0001, 0.0054, -0.013
Si, 4.1902, 9.5873, 31.7352, 0.0031, -0.0023, -0.0165
Si, 6.9293, 1.4783, 31.2965, 0.0006, 0.0013, -0.0153
Si, 9.6082, 4.1875, 31.525, -0.0002, 0.0039, -0.0143
Si, 6.5834, 6.6868, 31.5039, -0.0066, -0.0065, -0.0068
Si, 9.4513, 9.4826, 31.63, 0.0038, 0.0005, -0.009
Si, 0.0946, 2.7596, 32.8288, 0.0099, 0.0049, 0.0093
Si, 2.7156, 0.0249, 32.9528, -0.0021, -0.0039, 0.005
Si, -0.0102, 8.1566, 32.9061, 0.0099, 0.0041, 0.0129
Si, 2.6426, 5.4477, 32.792, -0.0042, 0.0012, 0.0093
Si, 5.4838, 2.7617, 32.7264, -0.0041, -0.0042, 0.0095
Si, 8.1001, 0.0609, 32.8305, -0.0109, -0.0097, 0.012
Si, 5.474, 8.1314, 33.0014, 0.0035, 0.0085, 0.0115
Si, 8.1114, 5.4376, 32.8277, -0.0039, 0.004, 0.0096
Si, 1.3862, 4.102, 34.2374, -0.0051, -0.0115, 0.0138
Si, 4.1368, 1.4141, 34.1837, 0.0097, -0.0016, 0.0202
Si, 1.3287, 9.5354, 34.2603, 0.0009, 0.0046, 0.0084
Si, 4.0186, 6.771, 34.2163, 0.0046, 0.0122, 0.0242
Si, 6.7682, 4.0857, 34.1928, -0.0013, -0.0073, 0.0212
Si, 9.5337, 1.3937, 34.1468, 0.0009, -0.0052, 0.0233
Si, 6.8274, 9.5563, 34.2621, -0.0014, -0.0019, 0.0097
Si, 9.494, 6.7859, 34.2086, -0.0014, 0.001, 0.0187
Si, -0.0228, 0.0478, 35.5716, 0.0339, -0.0181, 0.1779
Si, 2.7793, 2.7608, 35.5714, -0.0119, -0.015, 0.1833
Si, -0.0186, 5.4358, 35.567, 0.0058, 0.0074, 0.1829
Si, 2.6846, 8.1493, 35.5793, -0.0044, -0.0088, 0.1872
Si, 5.437, 0.0214, 35.5769, -0.0059, 0.0065, 0.1663
Si, 8.1606, 2.7184, 35.5338, -0.0416, 0.032, 0.1762
Si, 5.4189, 5.4415, 35.5623, 0.0234, 0.0032, 0.1896
Si, 8.1981, 8.1893, 35.5893, -0.0212, 0.0182, 0.1771
Si, 1.38, 1.3926, 36.9008, 0.0522, -0.0044, 0.2394
Si, 4.1108, 4.094, 36.9671, -0.0556, 0.0117, 0.3612
Si, 1.3272, 6.8033, 36.9379, 0.017, 0.0055, 0.3256
Si, 4.069, 9.5179, 36.9004, -0.0177, 0.0615, 0.3548
Si, 6.8201, 1.3572, 36.9283, -0.0652, 0.0309, 0.2348
Si, 9.5221, 4.0653, 36.9077, -0.1045, 0.0363, 0.3375
Si, 6.7997, 6.8106, 36.8967, 0.0028, 0.0852, 0.2757
Si, 9.5333, 9.5566, 36.9568, 0.0035, -0.0607, 0.3285
Si, 0.0201, 2.7369, 6.9337, -0.0241, -0.0001, -0.1848
Si, 2.7205, 0.0053, 6.8969, 0.081, 0.0077, -0.3649
Si, 0.0006, 8.1873, 6.9534, -0.0831, -0.0041, -0.3116
Si, 2.7204, 5.4643, 6.9313, 0.0201, -0.0043, -0.3672
Si, 5.477, 2.71, 6.9525, -0.0009, -0.0778, -0.2725
Si, 8.151, 0.0006, 6.9767, 0.0428, -0.0114, -0.1501
Si, 5.4395, 8.1672, 6.9032, 0.0112, -0.0096, -0.323
Si, 8.1551, 5.4222, 6.8924, 0.1108, -0.0498, -0.3424
Si, 1.3926, 4.1, 8.295, -0.0028, -0.0227, -0.173
Si, 4.0907, 1.3305, 8.2649, 0.0025, 0.0075, -0.1803
Si, 1.3974, 9.5393, 8.29, -0.0236, 0.0065, -0.1894
Si, 4.0983, 6.8153, 8.2736, 0.0237, -0.0211, -0.1906
Si, 6.8541, 4.0577, 8.3059, 0.0038, -0.0121, -0.1832
Si, 9.5372, 1.378, 8.2994, -0.0099, 0.0068, -0.1752
Si, 6.7572, 9.5016, 8.3144, 0.0189, 0.0089, -0.1795
Si, 9.4738, 6.8095, 8.2417, 0.0217, -0.0046, -0.1738
Si, 0.0283, 0.0173, 9.6266, 0.0076, 0.0126, -0.0061
Si, 2.7826, 2.7125, 9.6226, -0.0014, 0.011, -0.0156
Si, 0.0044, 5.5105, 9.5729, -0.0024, 0.0008, -0.0155
Si, 2.798, 8.2114, 9.6502, -0.0102, -0.0141, -0.0303
Si, 5.3944, -0.0202, 9.6845, -0.0008, 0.0087, -0.0161
Si, 8.2039, 2.7131, 9.7215, -0.002, -0.0048, -0.0186
Si, 5.4519, 5.4175, 9.5972, -0.0056, 0.0047, -0.0131
Si, 8.0728, 8.077, 9.6481, 0.0002, -0.0055, -0.0199
Si, 1.4009, 1.4052, 10.9746, -0.0076, -0.0009, -0.0082
Si, 4.2066, 4.0188, 10.983, -0.0031, -0.0026, -0.0021
Si, 1.3866, 6.8593, 10.9012, -0.0038, -0.0035, -0.0054
Si, 4.0746, 9.5338, 11.1535, 0.0051, 0.009, -0.005
Si, 6.775, 1.2952, 11.0348, -0.0042, 0.002, -0.0125
Si, 9.599, 4.1783, 10.9835, 0.0039, 0.0009, -0.0032
Si, 6.6919, 6.7222, 11.0749, 0.0072, -0.0019, -0.0003
Si, 9.4858, 9.4763, 10.8563, 0.0053, 0.0019, -0.0081
Si, 0.0793, 2.8253, 12.3139, 0.0008, -0.003, 0.0087
Si, 2.6982, 0.0994, 12.4533, -0.0066, 0.0051, 0.0176
Si, 0.0947, 8.3175, 12.2171, 0.0055, 0.0116, 0.0026
Si, 2.7077, 5.3817, 12.1368, 0.0037, 0.0034, 0.0095
Si, 5.5641, 2.6938, 12.4917, -0.0042, 0.0002, 0.0074
Si, 8.1282, -0.1625, 12.2948, 0.0029, 0, 0.0098
Si, 5.3957, 8.1168, 12.5565, 0.0025, -0.0088, 0.0098
Si, 8.1081, 5.3277, 12.3812, 0.0022, -0.0004, 0.0089
Si, 1.7301, 3.8951, 13.6643, -0.0052, 0.0037, 0.0021
Si, 3.9182, 1.6258, 13.746, 0.0072, 0.0003, 0.0062
Si, 0.8596, 10.0527, 13.5894, 0.0056, -0.0036, -0.0026
Si, 3.9307, 6.5705, 13.6705, -0.0023, -0.0074, 0.0007
Si, 7.3459, 3.6106, 13.8034, 0, 0.0076, -0.002
Si, 9.5091, 1.3669, 13.3657, 0.0019, -0.0016, 0.0109
Si, 7.3382, 8.9395, 13.7129, -0.0076, 0.0047, 0.0087
Si, 8.8295, 6.98, 13.8635, 0.0063, -0.0149, 0.008
Si, 4.0345, 3.6322, 20.3355, 0.0006, -0.0037, 0.0261
Si, 4.1267, 5.6337, 17.976, 0.0032, -0.0002, 0.0265
Si, 14.2705, -9.9667, 19.0828, -0.0049, 0.0036, 0.025
Si, -1.0718, -0.0786, 22.0845, 0.0006, -0.0058, 0.0341
Si, 4.0139, 0.0082, 16.2743, -0.003, 0.0003, 0.0265
Si, 12.1755, -1.039, 16.4167, 0, 0.0004, 0.0258
Si, 11.5447, 0.8453, 20.0983, -0.0023, 0.0018, 0.0244
Si, 16.9335, 8.6361, 16.295, -0.005, -0.003, 0.0339
Si, 10.6236, -5.0664, 19.3437, -0.0009, -0.0048, 0.0234
Si, 1.1793, 3.6726, 21.0016, -0.0005, -0.0017, 0.0192
Si, 9.7772, -1.2437, 17.9013, -0.0007, 0.0042, 0.0258
Si, 13.979, -3.8315, 25.3998, -0.0001, -0.0023, 0.0243
Si, 1.2941, -2.3812, 19.0794, 0.0023, 0.0011, 0.0245
Si, 7.8468, 6.0241, 20.6126, -0.0032, -0.0047, 0.0329
Si, 16.7368, 5.4509, 15.6209, -0.0055, 0.0028, 0.0224
Si, 3.7715, 9.4878, 20.8267, -0.0001, 0.0013, 0.0804
Si, 17.9848, 3.1541, 20.6853, 0.0032, 0.0025, 0.0235
Si, 1.0091, -1.9121, 25.4614, 0.006, 0, 0.0304
Si, 3.2201, -1.1663, 23.9447, -0.005, 0.0012, 0.0396
Si, 6.791, -2.9999, 25.7419, -0.0022, 0.0049, 0.0302
Si, 8.6829, 3.9836, 25.3568, 0.0013, 0.0005, 0.0414
Si, 9.9126, 6.7867, 16.6841, 0.0031, -0.0008, 0.0301
Si, 4.4423, -6.3637, 24.5637, -0.0011, -0.0005, 0.0275
Si, 7.2585, 1.2065, 25.9592, -0.0019, -0.003, 0.0327
Si, 16.6801, -2.9462, 19.0902, 0.001, -0.0016, 0.0296
Si, 12.7876, 6.0519, 15.8416, 0.0016, 0.0025, 0.0237
Si, 9.618, 2.954, 22.6819, -0.0004, 0.0015, 0.0328
Si, 2.1598, 2.1963, 27.8194, -0.0057, 0.0014, 0.0329
Si, -1.8642, -1.1896, 24.7594, -0.0032, -0.0027, 0.0342
Si, -4.0809, -15.8878, 23.6376, -0.0071, 0.0009, 0.0344
Si, 4.1239, 1.6476, 25.2714, -0.0014, 0.0066, 0.0287
Si, 1.6107, -0.8869, 28.2896, 0.0024, -0.0024, 0.0376
Si, 5.2319, 5.8314, 27.1062, 0.0012, 0.0005, 0.0371
Si, -3.9941, 9.943, 27.8763, 0.0006, -0.0009, 0.0371
Si, 10.3524, 3.8847, 27.8358, 0.0007, -0.0013, 0.0304
Si, 8.6275, 0.7425, 19.6097, 0.0003, 0.0058, 0.023
O, -3.7161, -3.2204, 30.3141, 0.008, 0.0108, -0.0048
O, 0.1968, -0.9583, 29.0799, 0.0049, -0.0036, -0.0137
O, 1.9216, 0.6734, 28.2822, -0.0004, -0.0009, -0.0182
O, 0.711, 2.8781, 27.4413, -0.0001, 0.0012, -0.0113
O, 0.1757, 5.0228, 28.7638, -0.0003, -0.0054, -0.0127
O, -2.7199, 9.1142, 28.4741, -0.0036, 0.0061, -0.0128
O, 3.9622, 6.9377, 29.8264, 0.0052, -0.001, -0.0014
O, 2.6475, 9.0597, 29.073, -0.0085, 0.005, -0.0176
O, 5.7394, -0.7468, 28.9907, 0.0091, -0.0029, -0.0212
O, 4.2265, 1.3092, 29.7534, -0.0074, 0.0031, 0.0006
O, 9.0652, 3.2355, 28.6137, 0.004, 0.0039, -0.0205
O, 9.6851, 1.1794, 29.8448, -0.0029, -0.0063, -0.0018
O, 5.3475, 5.2187, 28.5992, 0.0013, 0.0019, -0.0162
O, 8.232, 8.349, 25.1905, 0.0049, 0.0016, -0.0077
O, 16.0595, 4.9107, 16.9767, 0.0062, 0.0009, -0.0124
O, 9.5812, 7.0242, 29.5362, -0.0045, 0.0013, -0.002
O, -5.3985, 3.1745, 20.985, -0.003, 0.0004, -0.0063
O, 2.434, 8.8403, 20.168, -0.007, -0.0032, -0.0119
O, 17.8967, -3.7771, 19.7463, -0.0052, 0.0061, -0.0227
O, 4.2051, 4.9314, 19.4105, 0.0008, 0.0084, -0.0144
O, 1.1226, 9.1875, 14.9515, -0.0028, 0.0018, -0.0216
O, -0.2531, 11.21, 14.0559, -0.0017, -0.0009, -0.0107
O, 7.0133, 4.3822, 15.2311, 0.0052, -0.0082, -0.0168
O, 7.4258, -6.2994, 20.0022, -0.0003, 0.0016, -0.0178
O, 8.4558, 2.4185, 14.1563, -0.003, -0.0007, -0.0046
O, 2.9018, 6.9554, 14.9093, 0.0096, 0.005, -0.0212
O, 7.0964, 9.3904, 15.3011, 0.0074, 0.0037, -0.0303
O, 10.3398, 7.3383, 13.3829, -0.0037, -0.0027, -0.0083
O, 6.1332, 7.0546, 15.8542, 0.001, -0.0017, -0.0124
O, 4.581, 1.0045, 15.1268, -0.001, 0.0078, -0.0185
O, 0.8839, 6.9602, 19.2965, 0.0008, 0.002, -0.0072
O, 2.4054, 10.9748, 16.1463, -0.0008, 0.0017, -0.0124
O, 2.8124, 2.7667, 14.1577, -0.0041, -0.0025, -0.0053
O, 12.7208, -23.8184, 17.573, 0.0008, 0.0041, -0.0165
O, 1.3968, 4.7308, 15.0353, -0.0008, -0.0069, -0.0136
O, 5.142, 4.6024, 26.042, -0.001, -0.0021, -0.0207
O, 9.4547, -4.6938, 20.4203, 0.0074, 0.001, -0.0132
O, 4.8948, 5.402, 14.3176, -0.0022, 0.0038, -0.0109
O, 9.8742, 5.6987, 17.8948, -0.0026, 0.0021, -0.0205
O, 14.1667, -5.2027, 24.521, 0.0022, -0.0058, -0.0076
O, 5.6844, 1.3412, 25.5957, -0.0028, 0.0017, -0.0092
O, 22.3325, -4.017, 16.2224, 0.0049, -0.0011, -0.0061
O, 16.4192, -6.0056, 23.4189, 0.007, 0.0029, -0.0177
O, 18.3824, 1.913, 19.6857, 0.0001, -0.0038, -0.01
O, 17.3024, 8.8075, 17.8658, 0.0003, 0.0027, -0.0202
O, -1.5136, 8.2173, 17.2467, -0.0017, -0.0049, -0.0125
O, 15.1589, 0.479, 17.8014, 0.0043, -0.0048, -0.0224
O, 15.9795, 8.733, 20.3028, 0.0038, -0.0038, -0.012
O, -0.1318, 9.3089, 19.1817, -0.0017, -0.0005, -0.0153
O, 8.5313, -0.3172, 18.376, 0.0007, -0.0048, -0.0182
O, 4.6185, -1.4901, 16.0557, 0.0017, -0.0014, -0.013
O, 12.3724, -3.4896, 25.4874, 0.0015, -0.0005, -0.0128
O, 19.4663, -0.0854, 21.0072, -0.0041, 0.0012, -0.0188
O, 4.6148, -3.7489, 18.3237, -0.0025, -0.0031, -0.0074
O, -3.3916, -4.7195, 22.1993, 0.0072, 0.0018, -0.0309
O, 10.845, -7.046, 22.0693, 0.0091, 0.004, -0.019
O, -0.1464, 10.437, 16.8672, 0.004, -0.0003, -0.0076
O, 1.3261, 2.0925, 20.8347, 0.0009, -0.0039, -0.01
O, 14.8153, -10.7269, 20.3925, -0.002, 0.0054, -0.011
O, 18.6921, -5.695, 24.7079, -0.004, 0.0043, -0.0187
O, 12.6782, 0.4883, 18.9727, 0.0039, -0.0024, -0.0123
O, 3.899, 6.7465, 26.8003, -0.0059, 0.003, -0.0177
O, 11.47, 4.4776, 19.7137, -0.0034, 0.0065, -0.0178
O, 9.4545, -1.1861, 23.1955, 0.0059, 0.005, -0.0237
O, 2.6943, 5.6536, 17.2168, -0.0068, 0.0021, -0.0169
O, 3.6482, 0.295, 24.5042, -0.0018, -0.0073, -0.0196
O, 3.5712, 2.4859, 19.2958, -0.0003, -0.0037, -0.0091
O, 10.1341, 1.3672, 19.4706, -0.0006, -0.0002, -0.0083
O, 8.1345, 3.1002, 21.9715, -0.0092, 0.0009, -0.0211
O, 6.1933, -3.6633, 24.3608, 0.0013, -0.0065, -0.0193
O, 8.9747, -4.4363, 15.4154, -0.0075, 0.0027, -0.022
O, 1.6028, -1.2463, 24.1037, 0.0041, 0.003, -0.0176
O, 11.2234, -0.24, 21.285, 0.0072, 0.0028, -0.0183
O, 13.643, 4.0333, 21.3187, 0.0014, -0.0004, -0.0134
O, -0.5056, -1.4106, 25.6039, -0.007, 0.0023, -0.0093
O, 3.9843, -7.9009, 24.3269, 0.0014, 0.0042, -0.0089
O, 1.7158, -1.3183, 26.7662, -0.0015, -0.0095, -0.0244
O, 3.7642, -2.4564, 24.7935, 0.0017, 0.008, -0.0202
O, 8.1457, 11.0497, 25.0295, 0.0064, -0.0046, -0.0134
O, 9.9273, -9.4985, 22.7521, 0.0008, -0.0036, -0.0129
O, -3.0502, 2.7128, 25.8963, 0.0025, 0.0044, -0.0084
O, 14.5703, -1.4049, 22.4276, 0.0022, -0.0036, -0.0076
O, 3.1992, 2.0504, 26.5617, 0.0138, -0.0042, -0.0228
O, -4.6234, -1.6762, 26.5504, 0.0005, -0.0061, -0.0158
O, 9.6186, -7.4354, 24.1903, 0.0061, -0.0064, -0.0296
O, -3.506, 0.5564, 27.4437, 0.0018, 0.0085, -0.019
O, 6.5896, -4.1767, 26.8522, 0.0042, 0.0033, -0.0085
O, 9.6676, 4.5263, 26.5186, -0.0093, 0.0009, -0.0273
H, 0.5535, 2.2096, 37.8333, 0.3816, -0.2644, -0.263
H, 2.1876, 0.5568, 37.8333, -0.2967, 0.285, -0.2708
H, 3.283, 4.9098, 37.8995, 0.2784, -0.2395, -0.2705
H, 4.9273, 3.2669, 37.8995, -0.2856, 0.3115, -0.2727
H, 0.523, 7.6423, 37.8703, 0.2702, -0.3618, -0.2704
H, 2.1652, 5.9979, 37.8703, -0.3013, 0.2054, -0.288
H, 4.8967, 8.7021, 37.8329, -0.2866, 0.3096, -0.2677
H, 3.2529, 10.3454, 37.8329, 0.2632, -0.335, -0.2464
H, 6.0013, 2.1819, 37.8607, 0.3311, -0.2533, -0.2861
H, 7.634, 0.5275, 37.8607, -0.3135, 0.3574, -0.2923
H, 10.3588, 3.2587, 37.8402, -0.3687, 0.2707, -0.2707
H, 8.6972, 4.8841, 37.8402, 0.2684, -0.2924, -0.2549
H, 7.6115, 5.979, 37.8291, -0.2785, 0.2676, -0.2816
H, 5.9768, 7.6313, 37.8291, 0.2976, -0.3187, -0.2509
H, 10.3484, 8.7282, 37.8893, -0.2239, 0.3841, -0.2731
H, 8.6939, 10.3605, 37.8893, 0.3231, -0.3488, -0.2664
H, 0.8466, 1.9199, 6.0013, -0.318, 0.2898, 0.2866
H, -0.8167, 3.5435, 6.0013, 0.3531, -0.2498, 0.2862
H, 3.5366, -0.8222, 5.9644, -0.3199, 0.2945, 0.253
H, 1.9129, 0.8411, 5.9644, 0.2896, -0.3206, 0.2641
H, -0.8145, 9.0157, 6.0209, 0.3826, -0.2433, 0.226
H, 0.8048, 7.3483, 6.0209, -0.3008, 0.2879, 0.2702
H, 3.5482, 4.6485, 5.9989, -0.2265, 0.267, 0.2502
H, 1.8825, 6.2697, 5.9989, 0.3181, -0.2948, 0.246
H, 4.6605, 3.5371, 6.02, 0.2411, -0.2268, 0.2911
H, 6.2958, 1.8853, 6.02, -0.3434, 0.3808, 0.2083
H, 7.3371, 0.8302, 6.0442, 0.3015, -0.3746, 0.2737
H, 8.9903, -0.8033, 6.0442, -0.3455, 0.2499, 0.2722
H, 4.6117, 8.983, 5.9708, 0.2841, -0.3214, 0.2681
H, 6.2624, 7.3465, 5.9708, -0.2511, 0.3218, 0.2713
H, 7.3432, 6.2539, 5.9599, 0.192, -0.3602, 0.2835
H, 8.9799, 4.6035, 5.9599, -0.3156, 0.315, 0.2303

Results
free energy: -135119.509 eV
free energy less fixed offsets of H -15.71, O -570.45, Si -639.56 eV per atom: 4.731 eV

The program warned: the cutoff lies below the one the program advises for these potential files; the forces do not sum to zero within the program's tolerance; empty levels may hold ghost states of the PAW files; the exchange-correlation potential is rough where the density is thin.
